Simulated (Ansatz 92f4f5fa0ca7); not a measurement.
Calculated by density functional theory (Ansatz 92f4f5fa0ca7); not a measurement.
Periodic cell of 223 atoms, Si131O90As2, from a study of silicon, its oxide and their interface. The atomic structure is a simulated model.
Doubt: the cutoff is far below the 930 eV that the study's wrapper takes by default for these files, so forces and energies are approximate.
This geometry differs little from another in the collection (a relaxation step or a small displacement).

Settings
functional: PBE
potential files: Ansatz PAW
basis: plane waves
wave-function cutoff: 580 eV
density cutoff ratio: 5
exchange-correlation grid ratio: 1
k mesh: 1 x 1 x 1, Gamma-centred
self-consistency stop: 5e-08 eV per atom in the density residual
occupations: fixed
spin: none
net charge: 0

Cell vectors (angstrom)
a, 10.938, 0, 0
b, 0, 10.938, 0
c, 0, 0, 32.1988

Atoms and the computed forces on them: element, x, y, z (angstrom), force x, y, z (eV/angstrom)
Si, 10.5891, 0.2134, 24.8828, 0.0021, -0.0156, -0.0094
Si, 5.7401, 10.6665, 24.7577, -0.0069, 0.0079, -0.0251
Si, 2.4747, 2.9078, 24.6627, 0.0015, -0.0075, -0.0214
Si, 8.4285, 2.4472, 24.836, -0.0151, 0.0063, -0.0239
Si, 0.2734, 5.1586, 24.7662, -0.003, 0.0015, -0.023
Si, 5.1525, 5.7371, 24.7146, -0.0016, -0.0071, -0.0269
Si, 2.9373, 7.9937, 24.6115, -0.0054, -0.0021, -0.022
Si, 7.9414, 8.4271, 24.7447, 0.0066, -0.0089, -0.0211
Si, 1.3279, 1.3738, 26.0539, -0.0004, 0.0113, 0.0004
Si, 6.8449, 1.302, 26.1274, 0.0106, -0.0057, 0.017
Si, 4.041, 4.0968, 26.0053, -0.002, 0.0031, 0.0059
Si, 9.6024, 4.0535, 26.0892, 0.0074, -0.0033, 0.0077
Si, 1.395, 6.8203, 26.007, 0.0043, 0.0065, 0.0087
Si, 6.7706, 6.8446, 26.0383, -0.0027, 0.0062, -0.0014
Si, 4.1005, 9.527, 26.0073, -0.0006, -0.0001, 0.0036
Si, 9.4649, 9.561, 26.1589, -0.0087, 0.0105, 0.0124
Si, 2.7311, -0.0143, 27.3589, -0.0062, 0.0011, -0.0275
Si, 8.1607, -0.0228, 27.5597, -0.0085, -0.0107, 0.0387
Si, 0.0076, 2.7172, 27.4929, 0.0003, -0.0025, 0.027
Si, 5.4429, 2.7391, 27.3739, -0.0011, -0.0019, -0.0224
Si, 2.7257, 5.4643, 27.4346, -0.0014, 0.0002, 0.0146
Si, 8.1876, 5.4664, 27.3668, -0.002, -0.0028, -0.0242
Si, -0.003, 8.178, 27.382, -0.0047, -0.0023, -0.02
Si, 5.4399, 8.1956, 27.4525, -0.0061, -0.0108, 0.0187
Si, 4.0829, 1.3639, 28.7486, 0.0121, -0.0004, 0.0365
Si, 9.5745, 1.3559, 28.8488, -0.0212, 0.0004, -0.0605
Si, 1.3636, 4.113, 28.8171, -0.0138, -0.023, -0.0372
Si, 6.8273, 4.0987, 28.7482, 0.0066, -0.0108, 0.0372
Si, 4.0931, 6.8182, 28.8061, -0.0075, 0.0072, -0.0172
Si, 9.5594, 6.8226, 28.7559, 0.0065, 0.0124, 0.0264
Si, 1.3697, 9.5581, 28.7458, -0.0097, -0.0039, 0.0353
Si, 6.7825, 9.5462, 28.8577, 0.0521, 0.0249, -0.0704
Si, 0.017, -0.0194, 30.1561, 0.0137, -0.0059, 0
Si, 5.4423, 0.0155, 30.1618, -0.0215, 0.012, 0.0144
Si, 2.736, 2.7335, 30.1476, -0.0023, -0.0026, 0.002
Si, 8.1929, 2.7443, 30.1516, -0.0065, 0.005, 0.0095
Si, -0.0116, 5.4757, 30.1528, -0.0091, 0.0138, 0.0116
Si, 5.4752, 5.461, 30.1485, 0.0082, -0.0082, 0.0015
Si, 2.7278, 8.2033, 30.1446, -0.0069, 0.0161, 0.0083
Si, 8.2049, 8.1912, 30.1537, -0.0084, -0.0109, 0.0055
Si, 1.3673, 1.3673, 31.515, 0.0779, -0.0581, 0.0294
Si, 6.8362, 1.3673, 31.515, -0.045, 0.0997, -0.0121
Si, 4.1018, 4.1018, 31.515, 0.0698, -0.0892, 0.0139
Si, 9.5708, 4.1018, 31.515, -0.0724, 0.0625, 0.0169
Si, 1.3673, 6.8362, 31.515, -0.0756, 0.0709, -0.0414
Si, 6.8362, 6.8362, 31.515, 0.1088, -0.0731, 0.0483
Si, 4.1018, 9.5708, 31.515, -0.1432, 0.0469, 0.0194
Si, 9.5708, 9.5708, 31.515, 0.0752, -0.0841, 0.0336
Si, 2.7345, 0, 0.6835, 0.1176, -0.0029, -0.0548
Si, 8.2035, 0, 0.6835, -0.0563, 0.1378, -0.1212
Si, 0, 2.7345, 0.6835, -0.0293, 0.072, -0.0043
Si, 5.469, 2.7345, 0.6835, 0.0855, -0.0121, -0.0436
Si, 2.7345, 5.469, 0.6835, -0.0278, 0.1958, -0.0769
Si, 8.2035, 5.469, 0.6835, 0.0544, 0.0347, -0.0643
Si, 0, 8.2035, 0.6835, 0.0877, -0.0954, -0.0872
Si, 5.469, 8.2035, 0.6835, -0.0624, 0.0347, 0.0259
Si, 4.1098, 1.3749, 2.0449, 0.014, -0.0251, -0.0167
Si, 9.5558, 1.3825, 2.0436, 0.0071, -0.0011, 0.0334
Si, 1.3617, 4.1301, 2.0418, -0.0386, -0.001, -0.0104
Si, 6.8256, 4.1256, 2.0398, 0.0339, -0.0057, -0.0153
Si, 4.1018, 6.8388, 2.0634, 0.0043, 0.0067, 0.0037
Si, 9.5743, 6.8442, 2.0408, -0.0113, -0.0003, -0.0053
Si, 1.3997, 9.5458, 2.0312, 0.0327, 0.0187, -0.0238
Si, 6.8173, 9.6061, 2.0391, -0.0513, -0.0145, 0.0247
Si, 0.0425, 0.0044, 3.3211, 0.0633, -0.03, 0.0186
Si, 5.4718, 0.0324, 3.4524, -0.0057, 0.0352, -0.0095
Si, 2.7912, 2.8112, 3.3613, -0.0211, -0.0596, 0.0609
Si, 8.2057, 2.7946, 3.4098, -0.0434, 0.0723, -0.0349
Si, 0.0234, 5.5153, 3.4302, -0.0236, 0.0112, -0.0175
Si, 5.486, 5.4899, 3.4234, 0.0313, 0.0172, 0.0106
Si, 2.7778, 8.2295, 3.4571, -0.0201, 0.0303, -0.0081
Si, 8.1931, 8.2356, 3.3529, 0.0955, -0.058, 0.0351
Si, 1.4236, 1.3956, 4.6196, -0.0194, -0.0271, -0.0313
Si, 6.8144, 1.4823, 4.776, 0.0989, -0.0791, 0.0377
Si, 4.1529, 4.1109, 4.8177, 0.0225, 0.0127, 0.0066
Si, 9.5616, 4.1715, 4.7815, -0.0238, 0.0234, 0.0401
Si, 1.4133, 6.8543, 4.8178, 0.0122, 0.0431, 0.0432
Si, 6.8418, 6.9045, 4.7452, -0.0651, 0.0019, -0.0049
Si, 4.1401, 9.6016, 4.8648, 0.0724, -0.0415, 0.0502
Si, 9.649, 9.5508, 4.6461, -0.0762, 0.1077, 0.0694
Si, 2.7391, 0.1182, 6.1024, -0.032, 0.0153, -0.0079
As, 8.2471, 0.019, 5.9848, -0.0641, -0.1171, 0.1456
Si, 0.0593, 2.7333, 5.9614, -0.0135, -0.0292, 0.0594
Si, 5.4605, 2.7461, 6.3194, -0.0219, -0.0526, -0.0538
Si, 2.8068, 5.5061, 6.1877, 0.0255, 0.0054, 0.0266
Si, 8.1596, 5.5478, 6.1412, -0.0348, 0.01, -0.0201
Si, -0.0065, 8.2008, 6.1477, -0.0317, -0.0396, -0.0405
Si, 5.5483, 8.2287, 6.2179, 0.0663, 0.0563, 0.1224
Si, 3.8008, 1.5999, 7.6482, -0.0017, -0.0107, 0.0464
Si, 9.8179, 1.2303, 7.2994, 0.0509, -0.1772, 0.0282
Si, 1.6056, 3.8307, 7.3078, -0.0619, 0.0311, -0.0043
Si, 6.6061, 4.4404, 7.5265, 0.0242, 0.0851, 0.056
Si, 4.3907, 6.6848, 7.5374, 0.0242, 0.0578, 0.0558
Si, 9.2926, 7.115, 7.4891, 0.0711, 0.0241, -0.1389
Si, 1.0852, 9.935, 7.295, -0.0045, 0.002, 0.0229
As, 6.9338, 9.4803, 8.0083, 0.0068, -0.0361, -0.0374
O, 8.4501, 8.4708, 7.8217, -0.0818, 0.0515, 0.0181
O, 2.6802, 2.7757, 8.0046, 0.0502, -0.0482, 0.004
O, 9.5288, 1.3382, 24.2746, -0.0037, 0.006, 0.0163
O, 4.0558, 6.8532, 24.1406, -0.0027, 0.0043, 0.0172
O, -0.08, 0.0606, 7.8288, 0.1065, -0.0221, 0.0293
O, 5.466, 5.5278, 8.0622, 0.0231, 0.0068, -0.0297
O, 6.8514, 9.5596, 24.2083, -0.0045, 0.0034, 0.0162
O, 1.3684, 4.051, 24.1816, -0.0039, 0.0034, 0.0161
O, 3.8182, 7.5016, 8.8779, 0.0057, -0.0271, -0.0387
O, 0.6265, 4.4098, 8.4884, 0.03, -0.0152, -0.0104
O, 9.7547, 6.3318, 8.884, -0.0197, 0.019, 0.0179
O, 1.9247, 9.4184, 8.6088, -0.0355, 0.0239, -0.0255
O, 7.407, 3.9166, 8.8763, -0.0069, -0.021, -0.0359
O, 4.24, 0.9133, 9.105, -0.0431, 0.0535, -0.0811
O, 6.6652, 8.7147, 9.6625, 0.0347, -0.0718, -0.0486
O, 9.0812, 1.8594, 8.6215, -0.0364, -0.0078, 0.001
O, 7.7003, 3.119, 23.5304, 0.0011, 0.0012, 0.0042
O, 10.4999, 5.8302, 23.4532, 0.0042, -0.0044, 0.0149
O, 5.0895, 0.4219, 23.4227, 0.0002, -0.0042, 0.0088
O, 5.8548, 5.0649, 23.3899, -0.0064, 0.006, 0.0134
O, 3.0961, 2.1902, 23.303, -0.0034, 0.0055, 0.0112
O, 2.3036, 8.6953, 23.2377, -0.0003, -0.0035, 0.0139
O, 8.6234, 7.7433, 23.408, -0.0046, 0.0009, 0.0064
O, 0.2417, 10.3046, 23.6251, -0.0095, 0.0068, 0.0006
Si, 4.3776, 1.5522, 22.4959, -0.0022, -0.0072, -0.0269
Si, 3.4319, 7.8781, 14.2011, 0.0217, -0.0298, -0.0191
Si, 7.1141, 0.9467, 14.6901, -0.0085, -0.0181, 0.0008
Si, 0.9483, 9.3335, 22.5475, -0.0003, 0.0137, -0.0232
Si, 1.1553, 4.2464, 11.8752, 0.0171, -0.0094, 0.0085
Si, 6.2546, 8.9484, 15.3753, 0.0026, 0.0026, -0.0239
Si, 0.6723, 1.3025, 12.3643, -0.0089, -0.0097, 0.002
Si, 8.6142, 4.9267, 20.5492, -0.004, -0.0099, -0.0255
Si, 0.2538, 5.724, 9.3596, -0.0028, 0.0404, -0.0211
Si, 5.0889, 3.084, 17.9776, 0.0005, 0.0053, -0.0126
Si, 0.878, 3.7064, 16.7883, -0.0039, -0.0012, -0.0234
Si, 10.3773, 2.8141, 19.267, -0.0019, -0.0061, -0.0182
Si, 5.2621, 1.1214, 10.3931, 0.0547, -0.0682, 0.0735
Si, 0.8787, 0.1575, 19.8881, -0.0168, 0.0024, -0.0271
Si, 6.5705, 9.2854, 11.1771, -0.023, -0.077, -0.2487
Si, 9.3037, 9.6524, 18.4164, -0.0098, -0.0042, -0.014
Si, 9.3597, 9.1549, 12.6885, -0.0409, 0.0218, -0.0211
Si, 6.5571, 3.8201, 22.613, 0.0092, -0.0004, -0.0178
Si, 2.3803, 8.08, 9.4012, -0.0127, 0.0085, -0.0162
Si, 10.5717, 7.3273, 17.2279, -0.0015, -0.0056, -0.0002
Si, 2.4615, 6.297, 16.7581, -0.0097, 0.006, 0.0015
Si, 10.1911, 4.4467, 14.2071, -0.0021, -0.0255, -0.0139
Si, 6.1282, 9.1638, 18.5777, -0.0032, -0.0113, -0.0234
Si, 7.9214, 2.5274, 9.5549, -0.0416, 0.0352, 0.0399
Si, 8.8792, 2.0979, 12.4577, 0.0048, -0.0118, 0.0156
Si, 5.3484, 6.2094, 18.135, 0.0073, 0.0047, -0.0159
Si, 3.9042, 0.5282, 19.5092, 0.005, -0.0052, -0.0277
Si, 4.2284, 3.7614, 12.1122, 0.0223, 0.0057, -0.0029
Si, 5.4717, 6.4613, 12.4882, -0.0066, 0.0255, -0.09
Si, 8.007, 2.4624, 17.2401, -0.0072, -0.0046, -0.0144
Si, 4.3224, 2.4231, 15.0282, 0.0074, -0.0114, -0.0135
Si, 1.5489, 1.1568, 15.3256, -0.0007, -0.0007, -0.0084
Si, 1.5458, 9.338, 12.1126, 0.0053, 0.0067, -0.0012
Si, 8.0399, 6.7733, 13.9789, -0.0506, 0.0135, -0.0175
Si, 10.3734, 9.7794, 15.5985, -0.0084, 0.0071, -0.0175
Si, 9.8086, 7.0005, 22.5652, -0.0127, -0.0046, -0.0162
Si, 8.0995, 5.4418, 17.4537, -0.0064, 0.0049, -0.0262
O, 5.901, 7.9583, 11.9191, 0.0354, 0.0463, 0.0127
O, 6.0366, 9.1954, 16.9582, 0.0021, -0.0031, 0.0121
O, 7.662, 1.3552, 13.2144, 0.0039, 0.0054, -0.0044
O, 0.9183, 1.6996, 13.9274, -0.0048, -0.0041, 0.0023
O, 9.4451, 6.1937, 16.9643, -0.0097, -0.0051, 0.0063
O, 6.7352, 5.9938, 13.4058, 0.0386, -0.0054, 0.0364
O, 5.1532, 4.6148, 18.6548, -0.0064, -0.0069, 0.0068
O, 9.2052, 2.1162, 18.3174, 0.0037, 0.003, 0.0094
O, 2.3503, 0.077, 19.106, -0.004, -0.0008, 0.0122
O, 9.3834, 10.1906, 16.8536, -0.0001, -0.008, 0.0079
O, 2.7635, 4.3545, 11.6763, -0.0157, 0.001, -0.0049
O, 5.0364, 10.2854, 19.1557, -0.011, 0.0086, 0.0136
O, 9.4117, 3.2419, 13.4598, -0.0004, 0.0128, 0.0037
O, 0.4427, 1.7432, 19.9962, 0.0023, -0.0023, 0.0099
O, 3.1706, 1.2465, 15.1368, -0.0091, -0.0014, 0.0124
O, 8.1329, 5.3328, 19.0646, -0.0008, -0.0034, 0.0221
O, 3.8759, 6.563, 17.5235, -0.001, -0.0067, -0.0043
O, 4.5105, 3.2456, 16.4405, -0.0027, -0.0016, 0.0033
O, 9.1182, 5.6448, 14.4155, -0.0032, 0.0025, 0.0117
O, 5.4355, 2.7406, 22.1516, -0.0015, 0.0009, 0.0097
O, 10.6844, 4.041, 15.6888, 0.0022, -0.0017, 0.0045
O, 0.304, 3.8321, 18.3103, -0.0042, -0.0045, 0.0144
O, 10.4178, 10.4828, 19.2789, 0.0097, 0.0026, 0.0122
O, 9.6237, 9.9192, 14.1452, 0.0144, 0.0003, 0.0109
O, 10.9069, 8.1085, 22.1017, -0.0008, -0.0033, 0.0136
O, 1.2444, 2.1334, 16.5891, 0.0022, -0.002, 0.0056
O, 9.7148, 3.7198, 20.4565, -0.0043, 0.0048, 0.0144
O, 8.1263, 3.9958, 16.7157, -0.0027, 0.0091, 0.0125
O, -0.0707, 9.0224, 12.0155, -0.0047, -0.003, 0.0016
O, 6.5651, 2.3611, 17.9998, -0.0037, -0.001, 0.009
O, 5.5607, 10.6367, 11.2003, -0.0237, 0.073, 0.0308
O, 7.7195, 9.6011, 18.939, 0.0029, 0.0005, 0.0083
O, 10.0242, 0.9494, 12.1503, -0.0011, 0.0085, 0.0139
O, 1.3335, 6.8932, 9.0836, -0.0176, -0.0381, -0.0142
O, 0.6259, 4.7322, 13.3481, -0.0029, 0.0015, -0.0111
O, 5.7253, 7.593, 19.0393, -0.0023, -0.002, 0.004
O, 5.2143, 5.0239, 11.6909, -0.0247, -0.0274, 0.0219
O, 2.5863, 7.1016, 15.3549, 0.003, 0.0076, 0.0002
O, 0.8835, 2.6684, 11.5075, -0.0019, 0.0041, -0.0041
O, 0.8388, 10.6499, 15.6325, 0.0004, -0.0022, 0.0088
O, 2.3672, 8.516, 10.9639, 0.0054, 0.0191, 0.01
O, 4.6987, 2.3659, 11.3329, -0.0128, 0.011, -0.005
O, 4.1246, 3.4211, 13.7321, -0.0054, -0.0031, 0.0074
O, 2.1596, 4.6974, 16.5676, -0.0003, -0.0069, 0.0073
O, 10.7306, 8.2083, 15.8542, 0.0022, -0.0152, 0.0076
O, 6.872, 10.2851, 14.6975, -0.0012, -0.0019, 0.0273
O, 2.3441, 8.8867, 13.4793, -0.0034, -0.0047, 0.0058
O, 8.0577, 1.4871, 15.9239, 0.005, 0.0006, 0.0105
O, 4.023, 6.729, 13.2011, -0.0278, 0.0015, 0.046
O, 4.1734, 1.9818, 18.7785, -0.0014, -0.0083, 0.0104
O, 7.2764, 4.4054, 21.2955, -0.0065, -0.0037, 0.0103
O, 8.4638, 2.821, 11.0584, -0.0035, -0.0167, -0.018
O, 1.1471, 6.8308, 17.5949, -0.0054, -0.0053, 0.0012
O, 5.6756, 1.6169, 14.8081, -0.0143, 0.0148, 0.008
O, 8.069, 9.7281, 11.7964, 0.0333, -0.0386, 0.0499
O, 9.2014, 6.2678, 21.2533, 0.0059, 0.0101, 0.0133
O, 8.8945, 7.6149, 12.8963, 0.005, -0.0235, 0.0076
O, 1.6312, 0.0447, 11.9425, 0.0095, -0.009, 0.0032
O, 6.6376, 6.1194, 17.1037, 0.0011, -0.0058, 0.0182
O, 7.4075, 7.805, 15.0993, 0.0103, -0.0175, 0.021
O, 1.2237, 10.2872, 21.2648, 0.0004, -0.0124, 0.0194
O, 9.941, 8.1518, 18.4762, 0.0009, 0.0027, 0.0046
O, 3.923, 0.8217, 21.1205, 0.0012, 0.0028, 0.0244
O, 0.305, 5.2442, 10.901, -0.0141, -0.0048, 0.0136
O, 6.6784, 1.4948, 9.6711, 0.0093, 0.0067, 0.0081
O, 4.7556, 8.6612, 14.773, -0.0149, 0.0065, 0.0237

Results
free energy: -144174.666 eV
free energy less fixed offsets of As -4856.12, O -568.88, Si -635.61 eV per atom: 1.684 eV

The program warned: the cutoff lies below the one the program advises for these potential files; the forces do not sum to zero within the program's tolerance; the exchange-correlation potential is rough where the density is thin.
